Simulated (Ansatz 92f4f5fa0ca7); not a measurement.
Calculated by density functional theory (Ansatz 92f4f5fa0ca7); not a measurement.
Periodic cell of 251 atoms, Si165O86, from a study of silicon, its oxide and their interface. The atomic structure is a simulated model.
Doubt: the cutoff is far below the 930 eV that the study's wrapper takes by default for these files, so forces and energies are approximate.
This geometry differs little from another in the collection (a relaxation step or a small displacement).

Settings: functional PBE; potential files Ansatz PAW; basis plane waves; wave-function cutoff 580 eV; density cutoff ratio 5; exchange-correlation grid ratio 1; k mesh 1 x 1 x 1, Gamma-centred; self-consistency stop 5e-08 eV per atom in the density residual; occupations fixed; spin none; net charge 0.

Cell vectors (angstrom)
a 10.938 0 0
b 0 10.938 0
c 0 0 37.7405

Atoms and the computed forces on them: element, x, y, z (angstrom), force x, y, z (eV/angstrom)
Si 0 0 0.683 0.0072 0.0056 0.0142
Si 5.469 0 0.683 -0.011 -0.0074 -0.0006
Si 2.7345 2.7345 0.683 -0.0267 0.0285 -0.0151
Si 8.2035 2.7345 0.683 0.0541 -0.0098 -0.0058
Si 0 5.469 0.683 -0.0142 0.0015 -0.0101
Si 5.469 5.469 0.683 -0.0045 0.0531 -0.0006
Si 2.7345 8.2035 0.683 -0.0261 0.0611 0.0036
Si 8.2035 8.2035 0.683 -0.002 0.0071 0.0022
Si 1.3673 1.3673 2.0503 0.0193 0.0188 -0.0012
Si 6.8362 1.3673 2.0503 -0.0044 0.0288 -0.0136
Si 4.1018 4.1018 2.0503 -0.0275 -0.0366 0.1302
Si 9.5708 4.1018 2.0503 -0.0896 0.0689 -0.1061
Si 1.3673 6.8362 2.0503 0.0222 -0.1052 -0.0343
Si 6.8362 6.8362 2.0503 -0.0589 0.0377 -0.0264
Si 4.1018 9.5708 2.0503 -0.0454 0.0591 -0.1143
Si 9.5708 9.5708 2.0503 -0.0779 -0.0095 0.1303
Si 2.7345 0 35.689 -0.001 -0.0398 -0.0406
Si 8.2035 0 35.689 0.0067 -0.0553 0.0921
Si 0 2.7345 35.689 0.1192 -0.0103 -0.0503
Si 5.469 2.7345 35.689 0.1275 0.0011 0.0497
Si 2.7345 5.469 35.689 -0.0665 -0.03 0.0802
Si 8.2035 5.469 35.689 -0.0311 0.0278 -0.1107
Si 0 8.2035 35.689 0.0449 0.0342 -0.0266
Si 5.469 8.2035 35.689 0.0856 0.0071 0.0013
Si 4.1018 1.3673 37.0563 0.0461 -0.056 -0.0031
Si 9.5708 1.3673 37.0563 -0.0152 -0.0189 -0.0112
Si 1.3673 4.1018 37.0563 -0.0186 -0.0054 0.0101
Si 6.8362 4.1018 37.0563 -0.0014 -0.0295 0.0164
Si 4.1018 6.8362 37.0563 -0.0133 -0.017 -0.0075
Si 9.5708 6.8362 37.0563 0.0051 0.0359 -0.0117
Si 1.3673 9.5708 37.0563 -0.0119 -0.0393 0.0032
Si 6.8362 9.5708 37.0563 0.0341 -0.0143 0.0088
Si -0.1845 0.1663 27.6012 -0.0042 0.0043 -0.0113
Si 5.5462 -0.1138 27.6658 -0.0054 0.0077 0.0022
Si 3.3167 2.1976 27.3326 0.0035 0.0023 0.0058
Si 8.7364 2.6602 27.4442 0 0.0065 0.006
Si -0.7413 6.0826 27.5042 0.0005 0.0049 0.0032
Si 5.2681 5.7847 27.5057 -0.0013 0.0013 -0.0096
Si 2.9352 7.9901 27.579 0.0022 0.0011 -0.0004
Si 8.5377 7.9382 27.7869 -0.0024 -0.0001 -0.0014
Si 1.5313 1.3319 28.7447 0.0033 -0.002 -0.001
Si 7.0135 1.4089 28.7325 0.0034 0.0003 -0.0046
Si 4.1822 4.0149 28.6582 -0.0002 -0.0079 0.0003
Si 9.6254 4.2352 28.9489 -0.0013 -0.0049 0.0009
Si 1.2378 6.8198 28.7133 -0.0013 0.0001 -0.0019
Si 6.8531 6.8127 28.9741 -0.0012 -0.0036 0.0103
Si 4.1194 9.5051 28.977 -0.0035 -0.003 -0.0007
Si 9.6251 9.5906 29.0227 0.0012 -0.0057 0.0041
Si 2.7411 -0.0275 30.2575 -0.0015 0.003 0.0018
Si 8.2295 0.0494 30.2615 -0.0024 0.0025 -0.0022
Si 0.1546 2.7765 30.1467 0.0019 0.0013 -0.0009
Si 5.5564 2.7229 30.1208 -0.0006 0.0007 -0.001
Si 2.6984 5.384 30.0382 -0.0017 0.0013 -0.0005
Si 8.1479 5.4054 30.336 -0.0073 0.0021 0.0017
Si 0.0723 8.193 30.2775 -0.0026 0.0056 0.0011
Si 5.5086 8.1836 30.3202 0.0009 0.0005 -0.0016
Si 4.1552 1.3723 31.5332 0.0006 0.0013 -0.0004
Si 9.6629 1.4093 31.5412 0.0013 0.0006 -0.0003
Si 1.4411 4.1013 31.5814 0.0009 -0.0001 -0.0024
Si 6.8074 4.0358 31.6451 0.0018 0.0001 0.0003
Si 4.0691 6.7605 31.5197 -0.0014 -0.0017 0.0006
Si 9.5767 6.8264 31.5969 0.0001 0.0016 0.0002
Si 1.4124 9.5518 31.6476 0.0004 -0.0006 -0.0003
Si 6.8576 9.6065 31.6348 -0.0001 0.0009 0.0023
Si 0.0228 0.0082 32.9543 -0.0001 0.0003 0
Si 5.4747 0.0191 32.9665 -0.0002 0.0003 -0.0005
Si 2.7907 2.7248 32.9372 -0.0011 0.0012 -0.0012
Si 8.2488 2.7119 32.9544 -0.0008 0.001 0.001
Si 0.0273 5.4588 32.9405 -0.0021 0.0008 -0.0027
Si 5.4378 5.4418 32.9525 -0.0003 0.0007 0.0008
Si 2.7747 8.1603 32.9569 -0.0007 -0.0002 0.0009
Si 8.2258 8.2115 32.9668 0.0007 0.0009 -0.0001
Si 1.39 1.3781 34.3116 -0.0001 -0.0002 0
Si 6.855 1.3702 34.3256 0.0001 -0.001 0.0007
Si 4.1005 4.0956 34.3388 -0.0009 -0.0013 0.001
Si 9.5851 4.1075 34.3185 0.0006 0.0003 0.0001
Si 1.3722 6.8323 34.3216 0.0005 -0.0007 -0.0007
Si 6.8275 6.8348 34.3052 0.0005 0.0004 -0.0001
Si 4.1119 9.5682 34.3204 0.002 0.0005 0.0017
Si 9.5815 9.5851 34.3264 -0.0011 -0.0013 0.0004
Si 2.7507 0.0149 3.414 0.001 0.0018 0.0026
Si 8.1835 0.001 3.4283 0.0001 -0.0002 -0.0003
Si -0.0001 2.7515 3.4045 -0.0002 0.0006 -0.0015
Si 5.4743 2.7334 3.429 0.0019 0.0012 -0.0006
Si 2.7341 5.4728 3.435 0.0005 0.0004 -0.0001
Si 8.1678 5.4434 3.4102 0.0012 0.0008 0.0002
Si -0.011 8.1762 3.4116 0.0001 0.0019 0.0003
Si 5.4536 8.2077 3.4089 -0.0009 0.0001 -0.0011
Si 4.1129 1.3811 4.8136 0.0027 0.0005 -0.0005
Si 9.5379 1.4234 4.7541 0.0013 -0.0032 -0.0006
Si 1.3522 4.1031 4.7998 0.0004 -0.0018 0.0002
Si 6.7907 4.1264 4.8272 -0.0002 0.0028 0.0023
Si 4.1108 6.8489 4.7993 -0.001 -0.0004 0.0025
Si 9.5208 6.8025 4.7601 -0.0008 0.0006 -0.0027
Si 1.3867 9.5539 4.728 -0.0004 -0.0036 0.0016
Si 6.764 9.5945 4.7936 -0.0018 0.0012 -0.0008
Si 0.0064 0.0194 5.9929 -0.0041 0.0003 0.0003
Si 5.4235 0.0048 6.254 -0.0004 -0.0035 -0.0002
Si 2.765 2.7762 6.1671 -0.002 -0.003 -0.0035
Si 8.1668 2.7648 6.1828 0.0001 -0.0031 -0.001
Si -0.0797 5.4298 6.1523 -0.0009 0.0022 -0.0029
Si 5.439 5.5067 6.2325 -0.001 -0.0029 0.0034
Si 2.7484 8.2235 6.1485 0.002 -0.0017 0.0041
Si 8.1155 8.1702 6.0768 0.0012 -0.0021 -0.0001
Si 1.4402 1.2586 7.3824 0.0069 -0.0054 -0.0085
Si 6.7805 1.45 7.5836 -0.007 -0.0009 0.0042
Si 4.009 4.2126 7.6304 0.0003 0.0089 -0.0005
Si 9.55 4.0579 7.6163 -0.0027 -0.0066 0.0049
Si 1.2526 6.905 7.3942 0.0073 -0.0047 -0.009
Si 6.8641 6.8397 7.6095 -0.0038 0.0054 0.0005
Si 4.0839 9.5175 7.6597 -0.0052 -0.0035 0.002
Si 9.4766 9.6413 7.2466 -0.0005 -0.0063 -0.0028
Si 2.6396 -0.0699 8.9598 -0.0022 -0.002 0.0025
Si 8.2284 0.0006 8.7478 0.0156 0.024 -0.0153
Si -0.0151 2.45 8.7221 -0.0028 0.0099 0.0064
Si 5.4181 2.8521 8.9718 -0.0008 -0.0019 -0.002
Si 2.4774 5.6397 8.903 0.0585 0.0352 -0.1182
Si 8.2625 5.4993 9.0438 -0.0012 0.0024 0.0038
Si -0.109 8.3671 8.6089 -0.0028 0.0039 0.0031
Si 5.5614 8.2509 9.0478 0.0106 0.0059 0.0031
Si 3.8134 1.589 10.1666 0.0269 -0.0286 -0.0234
Si 10.0638 0.6862 9.9675 -0.0061 -0.0007 0.0095
Si 1.2239 3.349 10.4444 -0.0505 -0.0523 -0.0006
Si 6.5729 4.4627 10.3537 -0.0058 -0.0013 0.0012
Si 4.5483 6.9204 10.7315 0.0314 0.0188 0.0096
Si 9.4571 7.2673 10.1376 0.0065 0.007 0.0052
Si 0.794 9.8827 10.1628 0.0059 0.0062 -0.0035
Si 7.1856 9.4499 10.1635 -0.0274 -0.0211 0.0296
O 6.6451 -0.7612 11.5371 0.01 -0.0025 -0.0155
O 8.2488 8.2833 10.6595 0.0076 0 -0.0055
O 5.363 5.4988 10.7968 0.0025 -0.0046 -0.0007
O -1.3025 1.2737 11.464 -0.0075 -0.0134 -0.0204
O 1.4898 4.8813 9.9759 -0.0761 -0.0086 0.0642
O 4.587 0.9341 11.4513 -0.0126 -0.0014 0.0104
O 10.4863 7.1273 11.4464 -0.0097 -0.002 -0.0055
O 4.1799 7.3441 12.2869 0.0019 -0.003 0.0011
O 0.3422 3.3874 11.8328 -0.0019 0.0019 0.005
O 3.1374 6.7472 9.9247 0.0234 0.0526 0.0197
O 13.5957 2.6101 10.7689 0.017 -0.003 0.0199
O 7.2788 14.978 11.7768 -0.0016 0.0063 -0.0079
O 8.2072 6.003 24.8964 -0.0007 -0.0007 -0.0023
O 4.0546 6.8552 27.1772 -0.0013 0.001 0.0027
O 11.2105 -0.6999 26.2619 -0.0033 0.0011 0.0049
O 13.3458 -2.3294 26.145 -0.0008 0.0022 -0.0008
O 5.8958 5.4462 26.0079 -0.0006 -0.004 0.0038
O 2.8349 2.617 25.796 0.0018 0.002 0.0044
O 8.6545 3.5894 26.0451 0.001 -0.0016 -0.0005
O 4.481 1.0415 27.0391 -0.0045 0.0021 0.0025
Si 2.4356 6.2897 16.1151 -0.0031 0.0031 -0.0042
Si 8.3151 10.5877 23.9264 0.0019 0.0098 -0.0059
Si 3.9648 10.4809 14.5774 -0.005 -0.0016 -0.0032
Si 10.3411 2.2586 12.5515 -0.0008 0.0113 0.004
Si 14.0933 7.5993 13.545 0.0068 0.0052 0.0029
Si 9.3734 5.0116 25.514 0.0078 -0.0002 0.001
Si 10.8623 9.6458 22.8476 -0.0015 0.0027 0.0002
Si 2.8405 4.645 18.7008 0.0013 0.0012 -0.001
Si 7.0881 3.1903 15.9683 -0.0043 -0.0013 -0.0021
Si 12.7784 8.5656 17.9109 -0.0019 0.0011 -0.0004
Si 0.3541 8.432 12.0954 0.0012 0.0021 -0.0017
Si 3.8187 10.8193 17.5749 -0.0054 0.0001 -0.0046
Si 10.7386 4.4128 22.7216 -0.0008 0.0001 -0.0023
Si 7.0468 9.1918 26.3588 -0.0017 -0.0111 0.0049
Si 17.3246 0.2332 21.6069 -0.0009 0.0022 0.0026
Si 10.9874 12.758 17.2866 -0.002 -0.005 -0.0038
Si 0.9092 7.8309 20.6511 0.0068 -0.005 0.0024
Si 5.8659 11.3679 12.3139 0.0169 -0.007 -0.0156
Si -0.3312 7.177 16.4004 0.0027 -0.001 -0.0059
Si 5.4665 5.7779 22.0398 -0.005 -0.0061 -0.0049
Si 12.0653 11.5969 14.7356 -0.0006 -0.0008 0.0024
Si 17.0096 -7.9042 20.9515 0.0028 -0.0003 0.0009
Si 9.5558 5.8642 20.3053 0.0028 0.0018 0.0027
Si 9.9553 9.4715 14.6514 0.003 -0.0016 0.0033
Si 7.5227 14.0047 13.0508 0.0013 0.0039 0.0066
Si 9.5454 4.4916 17.629 0.0017 -0.0005 -0.0036
Si 5.8955 4.2591 18.3474 0.0026 -0.002 -0.0052
Si 6.5219 9.8534 18.7566 0.0005 -0.0006 -0.0008
Si 2.2976 1.6195 24.6097 -0.0074 0.0017 -0.0072
Si 2.1833 12.6347 19.1961 -0.0003 -0.0039 -0.0016
Si 10.5159 1.5598 23.3377 -0.0031 0.001 -0.0031
Si 3.6711 1.4316 21.7336 0.0061 0.0013 -0.0038
Si 1.5488 9.7353 25.3629 -0.0041 -0.009 0.009
Si 2.3986 5.6711 21.5545 -0.0018 0.0028 0.0072
Si 6.632 6.4508 24.9307 -0.0014 0.0041 0.0008
Si 6.802 6.8782 19.5819 0 -0.0012 -0.0027
Si 8.2569 0.3682 16.4331 -0.0009 0.0041 -0.0016
O 10.7551 14.3741 17.3683 -0.0002 0.0036 0.0037
O 4.4248 10.8901 16.0795 0.0028 -0.0007 -0.01
O 9.0582 1.1123 23.93 -0.0027 0.0039 0.0037
O 9.7476 5.33 21.8256 -0.0014 0.0016 0.0004
O 14.3843 23.2044 18.2147 0.001 0.0026 0.0019
O 9.3753 4.6184 19.2544 -0.0006 -0.0016 0.0018
O 6.9004 1.7931 21.5923 -0.0018 -0.0022 -0.0022
O 9.5977 1.0109 17.0893 -0.0013 -0.0015 0.0025
O -0.7626 20.1495 13.0491 -0.0007 0.0008 -0.0013
O 9.1249 2.965 13.3695 0.0021 0.0025 0.006
O 11.3556 10.1755 15.1388 -0.0049 -0.0057 0.0036
O 5.27 10.7984 13.6942 -0.0058 -0.0054 0.0187
O 6.8929 12.5654 12.6606 0.0013 -0.0058 0.0091
O 8.6889 10.4175 15.1107 0.0013 -0.0032 -0.0032
O 9.76 1.4005 27.1073 0.0035 -0.0025 0.0036
O 7.2778 12.5107 15.9379 0.0006 -0.0001 0.0025
O 16.6177 6.8066 20.7787 -0.0025 0.0013 0.0034
O 7.0577 10.4813 22.9035 -0.0099 0.0019 -0.005
O 12.5776 7.862 12.9551 -0.0066 -0.0018 0.0013
O 2.5738 4.9902 17.1118 -0.0012 -0.0026 0.0019
O 1.8741 8.5069 19.5322 0.0058 0.0008 -0.0044
O 9.7378 6.0257 17.1215 -0.0003 0.001 0.003
O 8.307 14.8355 16.7726 -0.0014 -0.0001 0.0053
O 8.2494 6.8131 20.3057 -0.002 0.0018 0.0007
O 6.7022 8.249 18.7445 -0.0005 0.0003 0.0006
O 0.3028 8.2753 17.4406 -0.0015 -0.001 0.0014
O 6.8872 10.4497 20.2333 -0.0019 0.0003 0.001
O 2.3919 5.6531 19.9042 -0.0019 -0.0021 -0.0058
O 4.4245 4.553 18.8999 0.0001 0.0005 0.0027
O 11.2455 12.3058 13.5412 0.0035 -0.0061 0.0062
O 3.8757 5.4531 22.1821 0.0027 0.0004 -0.0013
O -0.0891 6.7698 19.9129 -0.0057 -0.0066 -0.0043
O 13.0128 3.3031 19.1443 -0.0021 0.0059 0.0029
O 9.3791 9.4302 23.4915 0.0079 -0.0113 -0.0059
O 13.3822 1.1107 20.6997 -0.0017 -0.0007 0.0014
O 0.694 1.9295 24.4815 0.0052 0.0014 0.0032
O 3.2373 6.374 14.674 -0.0011 0.0029 -0.0027
O 4.7492 0.1915 21.7892 0.0027 -0.003 -0.0007
O 2.6419 11.3611 14.1918 0.0068 -0.0011 0.0007
O 3.616 8.9076 14.3941 0.0003 -0.0035 0.0039
O 12.7685 7.1735 21.833 0.0012 -0.0028 -0.0021
O 6.5264 3.1529 19.3818 -0.0025 0.0014 0.0006
O 7.4789 10.4479 17.5782 0.001 -0.0008 0.0032
O 3.0934 1.8258 23.2033 -0.0038 0.0014 0.0087
O 11.668 12.1398 18.6427 -0.0005 0.0018 0
O 6.6838 16.6198 18.4685 -0.0024 -0.0004 0.0024
O 10.3473 2.8619 22.3939 -0.0002 -0.0001 0.0001
O 10.4585 4.7356 24.3063 -0.0044 0.0012 0.0038
O 9.7003 8.0172 15.3538 -0.0017 0.0047 0.0005
O 2.3972 10.0279 17.5102 -0.0025 -0.0008 -0.0001
O 6.4135 8.0187 25.3716 -0.0099 -0.0002 0.0002
O 5.9893 6.3691 23.4476 0.0037 0.004 0.0072
O 12.3102 4.6241 22.2917 -0.0012 -0.0018 -0.0003
O 4.9406 10.1326 18.5113 0.008 -0.004 0.0115
O 12.0348 12.5567 16.0451 -0.0008 -0.0002 0.0025
O 7.7787 10.3369 25.4313 0.0073 0.0091 0.0068
O 2.5266 11.0054 25.0687 0.0059 0.0005 -0.0039
O 10.9295 -2.0197 21.4155 -0.0069 0.0122 0.004
O 6.88 14.6206 14.4258 0.002 0.0011 -0.0067
O 5.787 3.6584 16.8371 0.0009 -0.0006 0.0029
O 6.3479 4.4273 21.7401 -0.0004 0.0032 0.0031
O 11.1046 11.227 22.5069 0.0033 0.0008 -0.0003
O 4.4724 2.713 21.1123 -0.0068 -0.0013 0.001
O 0.8831 6.4141 15.6319 0.0028 -0.001 0.0023
O 1.0106 -1.8205 23.9512 0.0046 0.0037 0.0007
O 13.7701 7.5185 17.1322 0.0009 -0.0041 -0.0016

Results
free energy: -153802.578 eV
free energy less fixed offsets of O -568.88, Si -635.61 eV per atom: -3.248 eV

The program warned: the cutoff lies below the one the program advises for these potential files; the forces do not sum to zero within the program's tolerance; the exchange-correlation potential is rough where the density is thin.
